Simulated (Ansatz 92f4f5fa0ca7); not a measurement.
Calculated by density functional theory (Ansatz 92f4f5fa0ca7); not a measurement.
Periodic cell of 192 atoms, Si128O64, from a study of silicon, its oxide and their interface. The atomic structure is a simulated model.
This geometry differs little from another in the collection (a relaxation step or a small displacement).

Settings
functional: r2SCAN
potential files: Ansatz PAW
basis: plane waves
wave-function cutoff: 800 eV
density cutoff ratio: 5
exchange-correlation grid ratio: 1
k mesh: 1 x 1 x 1, shifted by 0.5 0.5 0 of a step
self-consistency stop: 1e-10 eV per atom in the density residual
occupations: fixed
spin: none
net charge: 0

Cell vectors (angstrom)
a	10.887	0	0
b	0	10.887	0
c	0	0	28.136

Atoms: element, x, y, z (angstrom)
Si	-3.1858	-8.5926	-6.6116
Si	3.284	3.661	1.1507
Si	5.2578	6.3963	-5.417
Si	1.6893	12.6356	1.347
Si	3.9194	-0.4622	-1.1574
Si	8.2565	3.788	-1.1335
Si	9.8065	9.8273	-0.1161
Si	6.2721	6.0701	-0.814
Si	0.9755	0.2324	-0.4243
Si	3.611	4.8015	-1.0578
Si	-0.0776	8.0793	2.8984
Si	4.7328	10.096	1.6607
Si	6.4032	0.8978	1.3945
Si	9.9183	4.5091	1.4504
Si	7.3378	7.4381	1.6887
Si	9.0128	9.1332	1.8953
Si	0.0261	2.7688	2.7016
Si	2.7896	0.1017	2.6867
Si	0.6967	6.3419	1.5022
Si	2.5423	5.3816	2.6314
Si	5.2707	2.746	2.4196
Si	8.0124	0.0513	2.9222
Si	5.517	8.2736	2.8932
Si	8.2191	5.5212	2.745
Si	1.3191	4.091	4.171
Si	4.0947	1.4518	4.0869
Si	1.403	9.5487	4.0043
Si	4.0198	6.7804	3.9576
Si	6.71	4.0863	3.8686
Si	9.5231	1.4113	4.0558
Si	6.7781	9.5809	4.3686
Si	9.5114	6.7527	4.303
Si	0.0186	0.01	5.3806
Si	2.7245	2.7484	5.4737
Si	0.0004	5.4044	5.5901
Si	2.7214	8.16	5.3906
Si	5.386	0.0915	5.5568
Si	8.1019	2.766	5.3553
Si	5.411	5.4356	5.3294
Si	8.1753	8.1676	5.597
Si	1.356	1.3536	6.7821
Si	4.1122	4.1024	6.7867
Si	1.3971	6.8233	6.8362
Si	4.0481	9.5208	6.8108
Si	6.8314	1.412	6.8322
Si	9.4617	4.0404	6.8263
Si	6.7569	6.7567	6.793
Si	9.6016	9.5503	6.8288
Si	-0.0317	2.6725	8.1552
Si	2.703	0.0025	8.1583
Si	0.0472	8.1845	8.2045
Si	2.7674	5.4415	8.1689
Si	5.4703	2.7671	8.1849
Si	8.2167	0.0116	8.1598
Si	5.4465	8.1569	8.1455
Si	8.1337	5.4264	8.1706
Si	1.3487	4.0615	9.4685
Si	4.1085	1.3531	9.4878
Si	1.4015	9.5503	9.5628
Si	4.1439	6.7827	9.5282
Si	6.8317	4.0826	9.5836
Si	9.5534	1.3204	9.5782
Si	6.8733	9.4881	9.4826
Si	9.5214	6.7942	9.4926
Si	0.0202	-0.039	10.9589
Si	2.7149	2.7042	10.8284
Si	-0.0145	5.4226	10.8297
Si	2.8019	8.1643	10.8354
Si	5.5345	-0.0082	10.7967
Si	8.1974	2.6984	10.9209
Si	5.5302	5.4823	10.9446
Si	8.2015	8.124	10.9153
Si	1.4004	1.3568	12.2605
Si	4.0805	4.0958	12.1369
Si	1.354	6.8354	12.0968
Si	4.2856	9.4496	12.1333
Si	6.8414	1.3059	12.2519
Si	9.5629	4.0612	12.2658
Si	6.9464	6.762	12.398
Si	9.5747	9.4253	12.3113
Si	0.0703	2.7729	13.6489
Si	1.6878	-1.5901	14.7281
Si	-3.192	5.3977	21.0489
Si	8.2051	0.9299	18.7531
Si	4.0568	1.2676	14.7547
Si	10.9784	-4.3229	18.0369
Si	6.9229	9.5754	15.1357
Si	6.352	6.6507	18.5242
Si	2.7109	5.5054	13.4068
Si	7.9071	-1.7306	17.2803
Si	2.8533	10.7596	13.3615
Si	5.5944	8.1857	13.6936
Si	13.0475	-6.357	18.8065
Si	9.612	1.3416	14.9532
Si	5.7919	11.3883	16.0722
Si	10.9331	8.0097	13.6756
Si	-2.6003	5.3435	13.8232
Si	3.5919	0.255	18.0837
Si	1.1669	4.51	14.8679
Si	0.2025	7.4345	26.8317
Si	2.5337	1.6632	16.5005
Si	6.6402	4.0166	14.9624
Si	2.7722	3.9888	16.6231
Si	18.4689	2.1288	16.149
Si	2.8423	-15.6987	24.3436
Si	14.7975	2.2109	25.5898
Si	6.2966	-0.6145	25.3437
Si	5.3811	-8.173	13.4703
Si	-1.3186	5.5742	24.8996
Si	7.3205	0.748	27.194
Si	3.8888	17.8967	14.7743
Si	18.0224	-3.4256	24.7175
Si	10.239	22.9098	22.3558
Si	10.5825	10.3512	17.8927
Si	-18.9446	-10.3587	21.2304
Si	1.2906	0.9142	24.8775
Si	10.2331	-4.744	15.0786
Si	-10.2324	-10.6205	15.9732
Si	10.3666	-3.7725	20.991
Si	12.8694	8.7283	18.5337
Si	-5.5314	-9.7889	23.0829
Si	1.0605	16.0941	22.9101
Si	-7.0986	28.7366	20.0764
Si	-9.1719	19.7005	24.4904
Si	0.3641	-1.5805	21.8403
Si	4.8614	-16.5551	16.1068
Si	8.2553	10.8297	13.6299
Si	12.4871	24.3639	21.21
O	0.6641	-4.7481	-6.5315
O	-10.6246	1.2382	-4.4419
O	6.9153	7.2112	0.1121
O	4.3125	14.5237	-1.9428
O	-4.4942	5.4877	-6.1192
O	12.0071	8.3455	-2.238
O	-4.7645	18.4407	-4.6818
O	-0.367	17.038	-2.0708
O	18.9634	-17.9528	-7.0078
O	19.4549	-4.1299	-3.7557
O	-10.2122	5.1508	-9.576
O	10.1021	-0.4194	-6.2305
O	17.3052	39.1633	-2.3444
O	-7.8153	-23.0491	-10.3991
O	15.6163	20.7179	-2.4448
O	8.929	-15.3706	-6.6947
O	7.5131	-11.3492	18.2516
O	-12.2305	-1.7046	17.3609
O	0.0657	2.0251	21.2015
O	16.5915	-5.2408	17.4487
O	14.3066	0.4244	19.6968
O	-10.4121	-20.9155	26.2706
O	13.6832	-2.7198	15.2828
O	15.0368	12.0429	26.8175
O	-11.9773	0.6257	18.706
O	0.7459	-1.1906	18.964
O	12.5327	25.5608	22.3376
O	11.4762	-23.9769	23.3421
O	7.7331	-8.6088	26.7824
O	15.1946	-5.2927	23.7721
O	16.0343	22.1177	17.609
O	18.1628	19.853	25.293
O	2.89	18.6136	24.2194
O	8.7775	1.7552	22.6132
O	7.0199	-6.2259	27.5805
O	-11.5257	7.1497	19.3566
O	-11.9231	8.3973	27.2127
O	-3.5937	-3.1049	17.8636
O	2.3809	2.1015	25.0575
O	12.9833	21.2861	24.5835
O	13.5302	-2.8043	19.8557
O	-0.3532	15.8999	23.7275
O	15.0071	11.3461	22.2403
O	-6.6773	-3.9234	21.6249
O	1.3484	7.5344	17.6315
O	23.55	-11.602	21.5382
O	24.1173	-11.5064	27.3267
O	17.1569	-0.0348	23.8076
O	6.2254	2.0897	22.147
O	8.7342	10.8258	27.314
O	11.9227	-3.9621	28.1211
O	15.9941	-3.5002	19.2461
O	2.7024	16.4755	25.9274
O	4.701	27.6458	27.6427
O	10.0431	-26.2685	16.7188
O	15.5223	9.672	28.2032
O	1.9656	3.2344	19.7621
O	-13.917	13.0736	17.7797
O	-23.9292	15.2415	25.5588
O	15.7239	1.9967	24.3137
O	-14.545	-5.1157	19.5463
O	-1.4323	3.9154	28.0985
O	35.8532	-5.3455	19.5783
O	-3.1268	1.3337	20.2288

Results
free energy: -118368.599 eV
free energy less fixed offsets of O -570.45, Si -639.56 eV per atom: 3.881 eV

Forces (eV/angstrom), in the order of the atoms: element, x, y, z
Si	-0.0011	-0.01	0.0476
Si	0.0069	-0.0111	0.007
Si	-0.0136	0.0047	0.0811
Si	0.0053	0.0092	0.0091
Si	0.0269	0.017	0.0001
Si	-0.0259	-0.0223	0.0006
Si	0.02	0.0258	-0.0175
Si	-0.009	-0.0279	-0.0087
Si	-0.0462	-0.0317	-0.0072
Si	-0.0256	0.0025	0.0347
Si	-0.0116	-0.0079	0.0115
Si	0.0036	-0.0043	-0.0424
Si	0.0038	0.0076	0.0172
Si	-0.0188	-0.0243	-0.042
Si	-0.0054	-0.0047	-0.0454
Si	0.0031	-0.0025	0.028
Si	0.0041	0.002	0.0024
Si	-0.0003	0.0067	0.0053
Si	0.0085	0.0265	-0.0573
Si	-0.0033	0.0034	0.0083
Si	-0.0203	-0.01	-0.0029
Si	-0.0184	-0.0102	0.0049
Si	0.0022	0.0002	0.0155
Si	0.004	0.0061	0.0111
Si	0.0052	-0.0019	-0.0006
Si	0.0111	-0.0014	-0.0028
Si	0.0013	0.0051	-0.0032
Si	0.0017	-0.0016	-0.0041
Si	0.0019	-0.0038	0.0039
Si	0.0009	-0.0005	0.002
Si	0.0018	0.0077	-0.0066
Si	0.0023	0.0049	-0.0072
Si	0	-0.001	-0.0024
Si	-0.0004	-0.0021	0.0054
Si	0.0014	-0.0063	-0.0012
Si	0.0022	-0.0001	-0.0044
Si	-0.0108	0.0045	-0.0002
Si	0.0017	0.0002	-0.0062
Si	0.0021	0.0044	-0.0013
Si	-0.0012	0	-0.0034
Si	-0.0002	0.0021	-0.0052
Si	-0.0007	0.0008	-0.0077
Si	-0.0014	0.0013	-0.0062
Si	0.0039	0.0029	-0.0034
Si	0.0005	-0.0074	-0.0064
Si	0.0002	-0.002	-0.004
Si	-0.0015	-0.0004	-0.0024
Si	-0.0021	0.0029	-0.0057
Si	-0.0004	0.0029	-0.0067
Si	0.0019	-0.0012	-0.008
Si	0.0017	-0.0019	-0.0053
Si	0.0007	0	-0.0058
Si	0.0011	-0.0013	-0.0059
Si	-0.0022	0.0026	-0.0052
Si	-0.0016	0.0016	-0.0048
Si	0.0029	0	-0.006
Si	-0.0003	-0.0051	-0.006
Si	-0.0005	0.0039	-0.0057
Si	-0.0031	0.0037	-0.005
Si	0.0035	0.0007	-0.0057
Si	-0.0004	0.0017	-0.0057
Si	0.0002	-0.0029	-0.0065
Si	0.0027	-0.0021	-0.0043
Si	-0.0035	0.0012	-0.0033
Si	-0.0007	-0.0006	-0.0016
Si	-0.0002	0.0049	-0.0111
Si	0.002	0.0021	-0.0037
Si	0.002	-0.0024	-0.0021
Si	0.0003	-0.0019	-0.0042
Si	0.0018	0.0003	-0.0023
Si	-0.0012	-0.0023	0.0008
Si	0.0013	-0.0004	0.0005
Si	-0.0033	0.0012	-0.005
Si	0.0004	-0.0042	-0.0036
Si	0.0015	0.0041	-0.0086
Si	0.0051	0.001	0.0011
Si	-0.0031	0.0019	0.0031
Si	-0.008	-0.0041	-0.0022
Si	0.0059	-0.0014	-0.0081
Si	-0.0041	-0.0055	-0.0048
Si	0.0032	0.0024	-0.0023
Si	-0.0064	-0.0106	-0.0188
Si	-0.0154	-0.0074	0.0328
Si	-0.0125	0.0097	-0.019
Si	-0.0012	-0.0146	-0.0001
Si	-0.0372	-0.008	-0.0551
Si	-0.011	-0.0027	0.0057
Si	-0.0019	-0.0101	-0.0419
Si	0.015	-0.0059	0.0109
Si	-0.0305	0.0187	-0.0576
Si	-0.0073	0.0077	0.0047
Si	0.0046	-0.0098	0.0046
Si	-0.0192	0.024	-0.0038
Si	-0.0034	0.002	0.0074
Si	0.0158	0.0021	-0.0388
Si	-0.0157	-0.0029	0.0131
Si	0.0062	0.0063	0.0102
Si	0.0254	0.0208	-0.0878
Si	-0.0054	0.0106	0.0008
Si	-0.0078	0.0065	-0.0092
Si	-0.0151	0.0069	0.0115
Si	0.0025	-0.0059	0.0105
Si	-0.0019	0.001	0.0097
Si	-0.0036	0.0169	-0.0617
Si	0.0028	-0.0222	0.0304
Si	0.0043	0.0174	0.0362
Si	0.011	-0.0004	0.0506
Si	0.0068	0.0068	0.0009
Si	-0.0051	-0.0028	0.0467
Si	0.0057	0.0035	-0.0388
Si	0.0038	-0.0138	-0.0179
Si	-0.0053	-0.006	0.0407
Si	0.0027	-0.0096	0.0503
Si	0.0155	0.0164	-0.0274
Si	0.0237	-0.0309	0.007
Si	0.0121	-0.0005	0.0468
Si	-0.0038	0.0086	-0.0506
Si	-0.0096	-0.0005	0.0131
Si	0.0024	-0.0301	0.0057
Si	-0.0154	0.0141	-0.0099
Si	-0.0015	-0.0063	0.0701
Si	-0.0028	0.013	0.0596
Si	0.0016	0.0056	0.032
Si	0.0018	-0.0002	0.0345
Si	0.0189	-0.0083	0.0304
Si	-0.0123	-0.0071	-0.0593
Si	0.0061	-0.0058	-0.0012
Si	-0.0402	0.0417	0.0243
O	-0.0114	0.015	-0.0408
O	-0.0101	0.0028	-0.0204
O	0.0158	0.0139	0.0493
O	0.0071	-0.0121	-0.0215
O	0.0195	-0.0027	-0.0295
O	0.0006	-0.0016	0.0004
O	-0.012	-0.0075	-0.04
O	-0.0002	-0.0033	-0.0122
O	0.0023	0.0082	-0.0091
O	-0.0033	0.0041	-0.0207
O	0.0267	-0.0123	0.012
O	-0.0033	-0.0019	-0.0112
O	0.0092	0.0124	-0.0097
O	0.0054	-0.0038	0.0165
O	0.0034	-0.0031	-0.0108
O	0.0142	0.015	-0.0042
O	0.0011	0.007	0.0283
O	0.0104	-0.0005	0.0149
O	0.0187	-0.0047	-0.0192
O	0.0429	0.0304	0.0655
O	-0.0149	-0.0061	0.042
O	0.0193	-0.0035	-0.0067
O	-0.0084	0.0137	0.024
O	-0.0155	-0.0057	-0.0216
O	0.0019	-0.007	0.021
O	0.0019	-0.0099	0.0039
O	0.0097	-0.0275	-0.0369
O	-0.0294	0.0048	-0.0442
O	0.005	0.0125	-0.0059
O	0.0152	0.0136	-0.0201
O	-0.0193	-0.0098	0.067
O	0.0041	-0.0013	-0.0084
O	0.0102	-0.0075	0.003
O	-0.0043	0.0045	-0.0242
O	-0.001	0.0112	-0.0041
O	0.0044	0.006	0.0355
O	0.0053	-0.007	-0.0073
O	-0.0075	-0.0211	0.0343
O	-0.0096	-0.0172	-0.0156
O	-0.0106	0.0104	-0.0248
O	-0.0013	-0.0037	0.0127
O	0.0135	-0.0067	-0.0337
O	-0.0199	0.0148	-0.0183
O	-0.0089	0.0013	-0.0366
O	0.0163	0.0117	0.0011
O	0.0136	0.02	-0.0269
O	-0.0184	-0.0028	0.0127
O	-0.0023	0.0033	-0.0244
O	0.0113	0.0104	-0.019
O	0.0033	0.0048	-0.0004
O	-0.0055	-0.0112	0.0484
O	0.0063	0.0095	0.0045
O	0.0168	0.0034	-0.0266
O	0.0026	0.0114	-0.0086
O	0.0122	0.007	0.079
O	-0.0066	-0.003	0.0408
O	0.0098	-0.0059	-0.0015
O	0.0058	-0.0158	0.068
O	0.0062	0.0071	-0.015
O	0.0129	-0.0102	-0.0323
O	0.0016	0.0051	-0.0004
O	0.019	0.0234	0.056
O	-0.0018	-0.0159	-0.0091
O	0.0024	-0.0012	-0.0054

The program warned: the cutoff lies below the one the program advises for these potential files; the forces do not sum to zero within the program's tolerance; empty levels may hold ghost states of the PAW files; the exchange-correlation potential is rough where the density is thin.
